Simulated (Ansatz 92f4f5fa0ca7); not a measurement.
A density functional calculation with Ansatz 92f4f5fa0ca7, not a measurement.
Periodic cell of 227 atoms, Si136O81N10, from a study of silicon, its oxide and their interface. The atomic structure is a simulated model.

Settings
functional: r2SCAN
potential files: Ansatz PAW
basis: plane waves
wave-function cutoff: 800 eV
density cutoff ratio: 5
exchange-correlation grid ratio: 1
k mesh: 1 x 1 x 1, shifted by 0.5 0.5 0 of a step
self-consistency stop: 1e-10 eV per atom in the density residual
occupations: fixed
spin: none
net charge: 0

Cell vectors (angstrom)
a	10.88	0	0
b	0	10.88	0
c	0	0	32.9183

Atoms: element, x, y, z (angstrom)
Si	0.3033	-0.4465	-0.1482
Si	2.9816	2.2416	-0.2683
Si	-0.3914	5.5879	0.0483
Si	2.6165	8.282	0.1688
Si	5.1088	0.0613	0.3198
Si	7.9872	2.8066	-0.0655
Si	5.7814	5.0508	-0.2583
Si	8.4266	7.9214	-0.0323
Si	1.3254	1.2775	1.1234
Si	4.103	3.9499	1.0077
Si	1.3309	6.6794	1.2585
Si	3.9334	9.4942	1.6473
Si	6.7864	1.3252	1.3017
Si	9.3998	4.0291	1.3595
Si	6.7708	6.7227	1.1444
Si	9.5751	9.4529	1.2755
Si	0.0024	2.6546	2.5445
Si	2.5497	0.042	2.7767
Si	0.0196	8.0909	2.6665
Si	2.7711	5.3077	2.4911
Si	5.3962	2.7082	2.5924
Si	8.1867	-0.0469	2.5922
Si	5.4647	8.0605	2.6328
Si	8.0715	5.4382	2.6655
Si	1.391	4.0094	3.8999
Si	4.0492	1.371	3.9843
Si	1.2895	9.4818	4.0712
Si	4.0795	6.6995	3.9349
Si	6.7319	4.0602	3.9866
Si	9.5286	1.3217	3.9535
Si	6.8293	9.461	3.9475
Si	9.4972	6.7637	3.9867
Si	-0.0472	-0.017	5.3854
Si	2.7181	2.7115	5.3498
Si	0.0294	5.397	5.2714
Si	2.75	8.1184	5.3052
Si	5.4439	-0.0231	5.2718
Si	8.1551	2.7114	5.2967
Si	5.4206	5.4045	5.3653
Si	8.1746	8.1463	5.3508
Si	1.3549	1.3502	6.6943
Si	4.0664	4.0636	6.7159
Si	1.3663	6.7786	6.6492
Si	4.1002	9.5187	6.6568
Si	6.7939	1.3382	6.6488
Si	9.5401	4.071	6.6565
Si	6.8059	6.7851	6.6854
Si	9.5027	9.5066	6.7326
Si	0.0168	2.7324	8.0403
Si	2.7166	-0.0106	8.0371
Si	0.0413	8.1596	8.0395
Si	2.7184	5.4476	8.0278
Si	5.446	2.6962	8.0367
Si	8.1611	0.0216	8.0372
Si	5.4714	8.1823	8.0118
Si	8.2224	5.4708	8.0369
Si	1.3646	4.1144	9.4031
Si	4.0481	1.3615	9.4069
Si	1.3645	9.5256	9.434
Si	4.0554	6.8632	9.3278
Si	6.8461	4.0855	9.3329
Si	9.5446	1.3689	9.3882
Si	6.86	9.5077	9.3789
Si	9.6024	6.8329	9.4456
Si	-0.0046	0.0204	10.8028
Si	2.6844	2.7667	10.7897
Si	0.0988	5.4894	10.8333
Si	2.7157	8.1512	10.7874
Si	5.4352	-0.058	10.6553
Si	8.2322	2.7723	10.7168
Si	5.4763	5.5255	10.5736
Si	8.2987	8.2602	10.8051
Si	1.286	1.402	12.1793
Si	4.1094	4.2597	11.9433
Si	1.4268	6.8499	12.2976
Si	4.1441	9.4684	12.0653
Si	6.7964	1.3503	11.8764
Si	9.5993	4.1266	12.1298
Si	6.8687	6.8295	11.9208
Si	9.6007	9.6259	12.3422
Si	-0.0746	2.79	13.671
Si	2.8171	0.015	13.3327
Si	0.1418	8.2023	13.8155
Si	2.9373	5.5279	13.5813
Si	5.526	2.8387	13.0559
Si	8.0118	0.2254	13.4985
Si	5.5863	8.1117	13.3659
Si	8.189	5.5362	13.3435
Si	1.8145	3.8373	14.7103
Si	4.0497	1.6913	14.3712
Si	1.7056	9.6927	14.9736
Si	4.8373	6.4095	14.8385
Si	6.8058	4.0663	14.5709
Si	8.8332	1.9121	14.9714
Si	6.9336	9.4406	14.7576
Si	9.1051	7.1298	14.8274
Si	0.314	6.1353	18.8636
Si	5.4716	0.404	16.8417
Si	7.2453	2.7184	17.4675
Si	5.888	8.2637	17.1932
Si	5.3254	3.6417	19.6744
Si	9.3191	4.1175	19.0664
Si	2.607	4.6274	19.5855
Si	14.2594	-1.2916	17.6058
Si	10.7532	11.5969	16.7831
Si	0.0529	4.8783	21.293
Si	0.4601	9.7746	29.8069
Si	9.332	6.4573	25.7129
Si	1.1022	3.5695	17.5044
Si	3.2419	1.6375	18.8472
Si	1.09	-0.4823	19.1457
Si	-2.3442	9.0366	26.9065
Si	10.6952	10.1517	21.7962
Si	13.3846	0.7538	22.8101
Si	10.9062	8.2519	24.0615
Si	8.6404	6.7228	17.7722
Si	2.5782	-6.9357	22.6025
Si	0.6323	5.5168	24.1292
Si	5.0028	1.1384	21.3297
Si	8.4935	1.6135	24.368
Si	11.341	5.3317	30.2034
Si	1.5453	2.7209	29.7816
Si	5.6018	3.7051	22.5205
Si	7.4728	11.0651	28.843
Si	10.6719	10.8093	25.5914
Si	7.439	4.1374	25.07
Si	-1.0937	1.2605	30.582
Si	6.5463	9.3123	31.0235
Si	17.5999	-0.702	24.8695
Si	14.818	0.2509	25.6006
Si	7.6814	0.1659	22.1331
Si	1.7453	0.6703	27.5802
Si	12.9649	7.503	29.4701
Si	10.4102	7.3095	28.4437
Si	15.4333	-3.7636	30.7445
Si	6.3007	12.6768	26.4286
O	1.4768	-1.5651	-0.3985
N	-0.1776	-0.1323	31.0999
O	4.1279	1.0841	-0.5122
O	2.4427	2.5308	31.1184
O	5.7235	-2.7473	30.3007
O	-5.7567	-0.8112	25.2106
O	1.1655	7.2941	28.1191
O	2.1693	1.9515	28.4855
O	6.6398	-0.2086	30.1615
O	7.9645	-2.1759	31.5104
O	9.5019	6.7773	-0.5161
O	10.8443	4.7195	31.6084
O	6.9226	3.9192	-0.7024
O	5.1977	5.7145	31.2579
O	6.6192	12.0927	27.9174
O	9.8623	11.6287	24.4523
O	1.449	4.4495	16.183
O	2.9004	2.6434	15.0567
O	-1.6196	11.8361	16.2473
O	0.7337	10.7769	15.7097
O	5.195	7.1268	16.271
O	5.1251	12.1227	15.5118
O	8.5653	2.8347	18.4365
N	6.1137	-1.1313	16.3084
N	7.6539	13.9316	15.7727
O	8.2317	8.49	15.1783
O	8.8939	6.2711	16.2279
O	10.189	7.2407	18.1735
O	1.9545	5.9737	18.8413
O	-0.1293	10.7883	18.1632
O	6.6386	1.2201	17.6166
O	10.7967	6.2559	20.4408
O	11.4149	2.1561	17.004
O	6.2323	3.9216	21.015
O	5.5746	4.9611	15.2058
O	8.385	5.4453	18.7647
O	6.1226	3.6604	18.2474
O	4.6271	8.6729	18.1603
N	4.5245	2.0958	19.9527
O	4.2064	4.8288	19.7131
O	10.5706	5.1106	22.852
N	10.799	4.5205	18.3135
N	1.7647	4.4484	21.1444
O	18.1769	7.6844	17.8636
O	2.4189	2.3511	22.7162
O	2.8573	-1.6749	16.0804
N	3.9516	0.3692	17.7555
O	1.1286	7.0683	24.0203
O	4.1348	4.4002	22.6006
O	9.5095	7.5637	24.5359
O	5.3175	2.1056	22.6146
O	10.8851	13.1811	30.0338
N	2.4734	3.2293	18.5076
O	1.9838	0.8247	19.5121
O	-0.7262	-4.9834	29.2275
O	2.0913	-1.5759	18.5251
O	0.5286	-1.3825	24.9721
N	7.259	0.8844	25.3262
O	-4.346	4.2505	23.7197
O	7.977	-5.2953	25.5422
O	-1.267	10.2112	26.6405
O	13.9186	-0.0915	26.9289
O	11.2742	9.7105	20.382
O	15.6165	1.6091	26.0217
O	10.6218	16.3285	25.5079
O	-1.1199	3.906	20.6399
O	10.5798	8.7881	22.6082
O	7.4617	-1.8954	25.6881
O	-0.643	-2.2463	29.3895
O	11.6745	0.9828	26.2914
O	8.0079	-9.282	22.8264
O	8.7092	3.1577	24.7835
N	9.3202	7.4766	27.1274
O	12.236	6.6128	30.6214
O	6.4205	0.3228	21.0971
O	14.4957	7.0046	29.4083
O	6.6218	3.386	26.2651
O	3.6214	-3.1702	31.9287
O	1.9176	-6.3174	23.9694
O	1.0097	-10.6852	22.4575
O	9.1493	10.6406	21.5523
O	7.1493	10.0233	23.3028
O	7.7227	9.6032	28.1798
O	12.3068	4.294	29.4272
O	19.7317	22.6459	29.3087
O	16.5987	9.7619	32.3109
O	-2.0168	1.9547	31.7311
O	13.8288	0.3695	24.3259
O	12.7945	-1.8424	29.9594
O	11.6427	-0.1889	28.5169
O	3.7107	0.2418	21.8007

Results
free energy: -137052.540 eV
free energy less fixed offsets of N -386.36, O -570.45, Si -639.56 eV per atom: -2.330 eV

Forces (eV/angstrom), in the order of the atoms: element, x, y, z
Si	-0.0475	-0.1022	-0.3022
Si	0.0297	-0.0982	-0.32
Si	0.0306	-0.0231	-0.2106
Si	0.0518	-0.0207	-0.1283
Si	0.003	-0.0592	-0.1154
Si	0.0294	-0.0324	-0.1529
Si	0.0353	-0.0202	-0.2449
Si	0.017	0.0163	-0.2777
Si	0.0181	0.0183	0.0806
Si	-0.0252	0.0119	0.0739
Si	0.0059	-0.012	0.0109
Si	-0.0251	0.0198	-0.0404
Si	-0.0046	0.0054	0.0081
Si	-0.0064	0.0068	0.0121
Si	0.0067	0.0295	0.067
Si	0.0119	0.0352	0.0422
Si	-0.0183	0.0005	-0.0071
Si	0.0348	0.0203	-0.0434
Si	0.0174	-0.0093	-0.0257
Si	-0.023	0.0186	-0.0008
Si	0.0192	-0.0006	-0.0431
Si	0.0167	0.0099	-0.0026
Si	-0.0124	-0.0275	-0.0122
Si	-0.0085	-0.029	-0.0147
Si	0.0299	-0.0063	-0.0002
Si	-0.0289	0.0091	0.0271
Si	-0.0326	-0.0054	0.0297
Si	0.0167	-0.022	0.0146
Si	0.0063	0.0069	0.0165
Si	-0.0028	0.0066	0.0156
Si	0.0092	0.0026	0.0275
Si	-0.0031	0.0161	0.0279
Si	-0.003	0.0016	0.0066
Si	-0.0069	0.0082	0.0087
Si	-0.0157	-0.0135	0.0036
Si	-0.0011	0.0028	0.0113
Si	0.0124	-0.002	-0.0016
Si	0.0026	-0.0127	0.0057
Si	-0.0223	0.0127	0.0061
Si	-0.0061	-0.0137	0.0025
Si	-0.0097	-0.0012	-0.007
Si	0.0122	-0.0047	-0.0104
Si	0.0087	0.009	0.0075
Si	-0.0199	0.0015	0.0055
Si	0.0119	0.017	0.0052
Si	0.0003	0.0048	0.004
Si	0.0091	-0.0086	-0.0085
Si	0.0139	0.0013	-0.0041
Si	-0.0065	0.0064	0.0077
Si	0.0071	-0.0088	0.0056
Si	-0.0058	-0.0199	0.0054
Si	-0.0273	0.0035	0.007
Si	-0.0054	-0.0168	-0.0009
Si	-0.0191	0.0104	0.0105
Si	-0.0008	-0.0022	-0.0078
Si	0.0133	0.0017	-0.001
Si	0.001	-0.027	0.0081
Si	-0.0165	0.0191	-0.0055
Si	0.0046	0.0316	0.0053
Si	0.0062	0.0063	-0.0108
Si	0.0072	0.0026	-0.0116
Si	0.026	0.0049	-0.0051
Si	0.0201	-0.0187	-0.0043
Si	0.0002	-0.0159	0.0014
Si	0.0156	-0.0081	-0.0392
Si	0.0082	-0.0072	-0.0546
Si	-0.033	0.0459	-0.0153
Si	-0.0223	-0.0346	-0.0135
Si	0.0086	0.0212	-0.0398
Si	-0.0089	-0.0042	-0.0304
Si	-0.0005	-0.0097	-0.0266
Si	0.0184	0.0467	-0.0782
Si	-0.0304	-0.0037	0.0178
Si	0.0025	-0.0021	0.0292
Si	-0.0102	0.0006	0.0187
Si	0.0008	-0.0133	0.0408
Si	0.0176	-0.028	0.046
Si	0.0657	-0.0427	0.0134
Si	0.0084	-0.0352	0.0418
Si	-0.0419	-0.0001	0.0594
Si	-0.0847	0.0515	-0.0443
Si	0.0133	0.0349	0.0216
Si	0.0436	0.009	-0.0549
Si	-0.0536	0.049	-0.0805
Si	0.016	0.0128	-0.0254
Si	0.0379	0.0524	-0.0372
Si	-0.0383	-0.0623	0.0228
Si	-0.0566	-0.0491	0.0898
Si	-0.0443	-0.037	0.2834
Si	0.0704	0.0101	0.2346
Si	0.066	0.0009	0.2756
Si	0.1144	-0.1609	0.4056
Si	-0.1119	-0.0224	0.2884
Si	-0.0247	-0.0696	0.2758
Si	0.1882	0.1489	0.3313
Si	-0.1318	-0.0073	0.2158
Si	0.0376	0.0109	0.1227
Si	-0.095	0.1674	0.2176
Si	-0.0516	0.0495	0.3421
Si	-0.0563	-0.0812	0.194
Si	-0.0168	0.017	0.1179
Si	0.0286	-0.0196	0.1264
Si	0.0034	0.0154	0.1272
Si	-0.0293	0.0409	0.196
Si	0.0288	0.0281	0.237
Si	0.0126	-0.0245	0.077
Si	0.0145	-0.0517	-0.2098
Si	0.0105	-0.0358	-0.0845
Si	-0.0096	-0.0069	0.2473
Si	-0.0071	0.0759	0.1577
Si	-0.0277	0	0.1509
Si	0.0031	0.0009	-0.1078
Si	-0.0233	0.0225	0.0671
Si	-0.0011	-0.0148	0.0118
Si	0.0038	-0.0104	-0.0207
Si	0.0884	-0.0305	0.265
Si	0.022	-0.01	0.0513
Si	0.0138	0.0075	-0.012
Si	0.017	-0.043	0.1185
Si	-0.0125	0.0108	-0.0209
Si	-0.0187	0.0258	-0.1649
Si	-0.0354	0.0157	-0.2054
Si	-0.0131	-0.0017	0.0526
Si	-0.0173	0.0013	-0.1762
Si	-0.0215	-0.0096	-0.061
Si	-0.0017	-0.0129	-0.0398
Si	-0.0125	0.0159	-0.2408
Si	-0.0359	0.0685	-0.1444
Si	-0.0096	0.017	-0.0433
Si	0.0327	0.0091	-0.0713
Si	0.011	0.0107	0.0344
Si	0.0161	-0.0141	-0.1519
Si	-0.0359	0.0115	-0.1437
Si	-0.0461	0.0195	-0.1391
Si	-0.0115	0.0353	-0.1896
Si	0.0118	0.015	-0.1207
O	0.0365	0.0724	0.1562
N	-0.0096	0.041	0.2574
O	-0.0192	0.0058	0.0754
O	0.0357	0.0348	0.2734
O	0.0063	-0.0291	0.0954
O	-0.0093	-0.0038	0.0234
O	0.0195	-0.007	0.0718
O	-0.0034	0.0371	0.1006
O	-0.0387	-0.0488	0.1218
O	-0.0176	-0.0359	0.1377
O	-0.0237	0.0263	0.1655
O	-0.0149	-0.0145	0.1557
O	-0.0186	0.0121	0.0822
O	-0.0096	-0.05	0.1611
O	0.0214	-0.0211	0.0937
O	0.0098	-0.0122	0.0169
O	0.0504	0.0209	-0.2095
O	-0.0024	-0.0061	-0.1694
O	-0.0373	0.0149	-0.14
O	0.0483	-0.0787	-0.1729
O	-0.0399	0.0115	-0.179
O	-0.0302	-0.0988	-0.1681
O	-0.0173	-0.0219	-0.1178
N	0.0958	-0.1386	-0.1882
N	0.0578	0.0277	-0.3661
O	-0.2813	-0.1496	-0.3118
O	0.0434	0.1144	-0.2205
O	-0.0744	0.0033	-0.0821
O	-0.0102	0.0016	-0.0696
O	-0.0048	0.0396	-0.1239
O	0.0082	-0.0369	-0.1332
O	-0.0048	0.007	-0.0755
O	-0.0303	-0.0351	-0.1116
O	0.0117	-0.0064	-0.0438
O	0.1896	0.2223	-0.3321
O	-0.0276	0.047	-0.0915
O	0.0498	-0.0302	-0.1024
O	0.1164	0.0227	-0.1207
N	-0.0202	-0.0164	-0.1046
O	0.0009	-0.0119	-0.0582
O	0.0038	0.0149	-0.0121
N	0.0306	0.0003	-0.1004
N	-0.0192	0.0055	-0.0694
O	-0.0693	0.0436	-0.1556
O	0.005	-0.0105	-0.0255
O	-0.0571	0.0058	-0.1788
N	0.0557	-0.0417	-0.1438
O	0.0009	0.0131	0.0159
O	0.0003	-0.0132	-0.0275
O	0.0002	0.0098	0.0346
O	-0.0067	0.0032	-0.0278
O	-0.0074	-0.0298	0.0738
N	-0.0413	-0.0229	-0.1146
O	0.0361	-0.0333	-0.0685
O	0.0447	-0.0121	0.1158
O	0.0469	-0.0176	-0.1076
O	0.0029	0.0193	0.014
N	-0.013	0.0014	0.0238
O	-0.0047	0.0096	0.0033
O	0.0093	0.0189	0.0212
O	0.0048	-0.0221	0.0478
O	-0.0223	-0.0036	0.0583
O	0.021	-0.0135	-0.0788
O	-0.015	-0.0022	0.0404
O	-0.001	0.0039	0.027
O	-0.0319	0.0176	-0.073
O	-0.007	-0.0021	-0.0074
O	0.0192	-0.0063	0.0388
O	0.0345	0.0369	0.0799
O	0.0054	0.0071	0.0496
O	0.0013	-0.0007	-0.0044
O	0.0032	0.0082	0.011
N	0.0071	0.0041	0.0767
O	0.0204	-0.0201	0.0736
O	-0.0187	0.0056	-0.0402
O	0.0303	0.0028	0.0745
O	-0.0019	-0.0017	0.0484
O	-0.0556	0.0234	0.1321
O	-0.0159	0.0049	-0.0044
O	-0.0012	-0.0108	-0.0147
O	0.0107	-0.0037	-0.0308
O	0.0075	-0.0017	-0.0033
O	-0.0116	0.0257	0.0679
O	-0.0098	-0.0076	0.0385
O	0.0475	0.0018	0.1263
O	0.0359	0.0335	0.0978
O	-0.0444	0.0628	0.1637
O	0.0017	0.0099	0.028
O	0.0025	-0.0093	0.0818
O	-0.0118	-0.0154	0.0998
O	-0.0003	0.0103	-0.0295

The program warned: the cutoff lies below the one the program advises for these potential files; the forces do not sum to zero within the program's tolerance; empty levels may hold ghost states of the PAW files; the exchange-correlation potential is rough where the density is thin.
